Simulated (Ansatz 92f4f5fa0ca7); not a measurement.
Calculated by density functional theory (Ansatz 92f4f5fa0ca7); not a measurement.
Periodic cell of 322 atoms, Si176O146, from a study of silicon, its oxide and their interface. The atomic structure is a simulated model.

Settings
functional: PBE
potential files: Ansatz PAW
basis: plane waves
wave-function cutoff: 700 eV
density cutoff ratio: 5
exchange-correlation grid ratio: 2
k mesh: 1 x 1 x 1, Gamma-centred
self-consistency stop: 5e-08 eV per atom in the density residual
occupations: Fermi-Dirac, 0.05 eV
spin: none
net charge: 0

Cell vectors (angstrom)
a 15.4691 0 0.0054
b 0 15.4691 0.0169
c -0.6618 -0.9322 22.2483

Atoms: element, x, y, z (angstrom)
Si -2.4163 -1.6534 14.9257
Si -2.7461 3.412 14.7458
Si -2.7141 6.5972 14.73
Si -2.6514 -4.0772 14.9675
Si 1.2662 -1.3109 14.6867
Si 1.3644 3.1707 14.7696
Si 1.7879 6.2935 14.3339
Si 1.3647 10.9882 14.8348
Si 5.0214 -0.3787 14.6527
Si 5.0074 2.1176 14.6624
Si 5.1942 7.0547 14.9642
Si 5.2272 10.187 14.9374
Si 8.7073 -0.4865 14.3935
Si 9.024 2.6603 14.6792
Si 9.0908 7.1675 15.0018
Si 7.2005 10.6341 16.108
Si -0.5708 -0.9931 16.1388
Si -0.6988 2.9908 15.9561
Si -0.7437 6.863 15.9742
Si -0.6579 10.679 16.0543
Si 3.1834 -0.918 16.0057
Si 3.2443 2.853 16.1115
Si 3.2474 6.7127 16.1498
Si 3.2702 10.6294 16.1819
Si 6.9664 -0.8478 15.9106
Si 6.9903 2.8952 15.8696
Si 7.1422 6.8 16.2023
Si 9.2238 10.3029 14.9076
Si -4.3134 -1.0447 16.1671
Si 10.8835 2.965 16.1306
Si 10.9981 6.8787 16.2841
Si 11.0466 10.698 16.3748
Si -0.0495 1.9748 -4.8894
Si 0.0456 5.8272 -4.8438
Si -0.0321 9.6593 -4.8143
Si 0.0434 -1.9794 -4.7354
Si 3.794 1.8888 -4.789
Si 3.9492 5.7145 -4.7455
Si 3.8109 9.5978 -4.7627
Si 3.9484 -1.9133 -4.8375
Si 7.7328 1.9653 -4.9013
Si 7.7118 5.7109 -4.8508
Si 7.8289 9.6615 -4.7136
Si 7.7985 -1.8619 -4.9613
Si 11.6539 1.913 -4.7955
Si 11.5957 5.8041 -4.7066
Si 11.7346 9.691 -4.5588
Si 11.6438 -1.9176 -4.5683
Si -1.9037 1.9541 -3.3742
Si -1.8791 5.7368 -3.3941
Si -1.817 9.6171 -3.2357
Si -1.8525 -1.915 -3.2898
Si 1.8501 1.8843 -3.4857
Si 1.9717 5.7831 -3.4178
Si 1.8877 9.6329 -3.4221
Si 1.9998 -2.0217 -3.4636
Si 5.8075 2.0345 -3.533
Si 5.8505 5.733 -3.3562
Si 5.83 9.5612 -3.4822
Si 5.9054 -1.816 -3.5557
Si 9.656 1.8806 -3.4898
Si 9.62 5.8069 -3.4295
Si 9.7199 9.737 -3.3111
Si 9.6277 -1.9273 -3.4172
Si -1.8883 0.0589 -1.9435
Si -1.9135 3.8496 -1.904
Si -1.8593 7.5891 -1.9454
Si -1.8299 11.6078 -1.9329
Si 1.8897 -0.0886 -2.1694
Si 1.915 3.7957 -2.122
Si 1.9822 7.7506 -2.0087
Si 1.9639 11.5438 -2.0424
Si 5.8524 0.1674 -2.1963
Si 5.8146 3.8173 -1.9392
Si 5.8407 7.6617 -2.0002
Si 5.9322 11.6087 -2.3806
Si 9.662 -0.0517 -2.0593
Si 9.6344 3.8346 -2.1564
Si 9.6611 7.7833 -2.0443
Si 9.66 11.6722 -1.9353
Si 0.0976 -0.0559 -0.6244
Si 0.112 3.792 -0.5794
Si 0.0889 7.6285 -0.5629
Si 0.1076 11.5902 -0.5399
Si 3.8593 0.0929 -0.9167
Si 3.7874 3.7617 -0.6568
Si 3.9225 7.7491 -0.5621
Si 4.0678 11.5495 -1.0313
Si 7.7059 0.0741 -0.7477
Si 7.8179 3.8607 -0.6142
Si 7.7731 7.7708 -0.6033
Si 7.6185 -3.8072 -0.75
Si 11.5766 0.0045 -0.6122
Si 11.4631 3.8283 -0.6804
Si 11.5841 7.6633 -0.6685
Si -3.8202 -3.8216 -0.6355
Si 0.7229 1.816 0.6551
Si 0.8539 5.701 0.6281
Si -0.3379 9.6131 0.677
Si -0.2137 -1.9486 0.8083
Si 3.1631 1.8039 0.6092
Si 3.2865 5.7205 0.5814
Si 3.0826 8.6898 4.4673
Si 4.4424 -1.9294 0.0892
Si 8.475 1.8963 0.5633
Si 8.392 5.8388 0.6472
Si 7.1307 9.7498 0.5873
Si 6.8548 -1.829 0.3653
Si 10.8825 1.9124 0.6295
Si 10.8297 5.7671 0.5573
Si -3.5443 9.628 0.5991
Si -3.4229 -1.9059 0.7398
Si -0.8191 2.0502 3.4261
Si -0.7435 5.0124 3.1228
Si 0.0937 9.0565 3.6159
Si 1.4527 -1.9701 3.6313
Si 4.0773 1.3249 2.7453
Si 4.1827 6.2191 3.527
Si 4.6999 9.8261 0.4531
Si 3.6645 -1.7854 3.0022
Si 7.019 2.246 3.2785
Si 7.2552 5.4173 3.608
Si 7.5745 10.4174 2.8593
Si 7.7451 -1.8788 2.4976
Si 11.5094 2.2471 2.9116
Si -3.5404 5.2113 2.5247
Si 10.5073 10.2897 3.3082
Si 10.7667 -2.006 2.7124
Si -0.2275 4.6866 10.7821
Si -3.6849 1.1325 10.3516
Si -2.6981 7.7957 7.0222
Si 3.4485 2.3257 5.5477
Si 0.4913 11.1808 5.4997
Si 9.1084 1.5467 9.651
Si 4.689 10.8668 3.3983
Si -3.5475 10.5075 5.9656
Si -2.3637 5.9882 9.3306
Si -1.8171 6.711 4.2541
Si 5.1223 -1.6451 11.6356
Si -0.1787 -0.1268 5.574
Si 3.5453 -1.4628 9.1755
Si 3.1421 5.1064 6.2437
Si -1.7398 -2.7852 9.6041
Si 1.8186 2.3754 10.2091
Si 1.5822 7.0344 11.3861
Si 4.6501 2.9863 11.544
Si 10.7592 -0.1571 7.9102
Si 6.3063 -0.8367 7.8748
Si -3.1862 7.6223 11.7737
Si 7.2229 8.3522 7.7651
Si 9.7703 10.2351 8.0808
Si -1.7796 2.4477 12.164
Si -3.5296 10.154 10.2467
Si 5.6388 3.7664 6.8895
Si 1.9454 9.7898 7.8097
Si 1.2678 -3.548 9.8198
Si 0.7834 0.9904 12.6445
Si 2.6121 6.9894 8.5038
Si 4.41 8.7118 7.2462
Si 10.5855 0.0028 4.9244
Si 8.6719 4.9755 12.7295
Si 8.1367 -0.9202 11.3408
Si 8.9469 -2.3603 8.892
Si 8.0765 5.5774 6.4442
Si -3.2622 -1.3323 12.0263
Si 10.9136 -3.9496 12.6993
Si -1.7071 -2.5497 6.5832
Si 1.9077 0.7621 7.6327
Si 5.6425 5.6961 12.2482
Si 1.9778 9.9767 11.9916
Si 6.3979 2.0921 9.2834
Si 7.4485 -0.1621 5.0094
Si 5.0254 10.72 12.0086
Si 6.6769 8.2742 10.8766
Si 10.5271 6.2012 8.0333
Si 9.4699 6.9563 10.86
O 0.3975 7.0411 14.7708
O 9.977 -1.2672 15.03
O 0.1495 1.5853 2.2001
O 0.521 5.5733 2.2546
O 0.4351 9.6152 2.1258
O 1.4893 8.4603 4.2176
O 0.5682 -1.9319 2.2453
O 5.5474 2.0052 2.6553
O 3.8395 5.476 2.1255
O 5.7484 5.9704 3.8661
O 4.2074 10.4176 1.9087
O 3.4829 -2.0897 1.4151
O 8.0894 1.7512 2.1608
O 7.8544 5.9744 2.2056
O 8.9455 9.8274 3.5515
O 9.2984 -1.3775 2.3305
O -2.3637 1.9148 2.9532
O -2 4.7986 2.04
O -1.952 9.6515 1.0287
O -1.8203 -1.9179 1.1791
O -2.3503 -1.1209 13.3555
O -2.9196 2.6241 13.3085
O -2.7871 5.004 14.3254
O -2.7255 7.4771 13.3292
O 11.0344 -2.3544 12.4741
O -3.1877 10.9785 13.4577
O 1.5326 9.9838 13.5537
O 1.3286 -2.9125 14.2824
O 1.1498 -0.4625 13.2744
O 1.5482 2.1448 13.5006
O -2.3911 -4.277 9.706
O 2.2845 6.7823 12.8465
O 1.4128 -4.1176 11.3307
O 4.9054 -1.1371 13.1719
O 4.716 2.5965 13.115
O 5.8512 2.1829 10.8029
O 7.155 4.2425 6.5988
O 5.0078 6.0265 13.7036
O 5.2595 -4.3942 13.5582
O 5.1947 8.6157 14.4219
O 6.5571 -1.1403 11.1054
O 6.1886 9.7162 11.46
O 9.0768 1.0914 14.2102
O 8.4172 -1.0881 12.9199
O 1.052 3.7865 10.3921
O 9.1457 3.5336 13.2877
O 9.1677 6.116 13.7661
O 5.0461 -3.2569 11.3464
O -0.4098 3.578 3.8052
O 0.962 -0.8078 4.6464
O -2.0109 7.3185 8.4305
O 1.2815 -3.3844 4.4039
O 3.2386 2.0143 3.9688
O 4.2706 -0.2673 3.1296
O 3.2059 5.7199 4.7316
O 3.8823 7.8097 3.3439
O 3.5697 10.2352 4.3725
O 4.6755 -2.9722 3.5554
O 7.2395 1.4016 4.6353
O 7.2334 3.8084 3.5589
O 8.1995 5.8882 4.8465
O -1.1123 7.9837 3.511
O 7.7845 -3.4474 2.8755
O 9.4501 0.7681 8.2522
O 10.7349 1.4016 4.0875
O 1.3488 8.6451 11.2959
O 11.27 3.8559 3.21
O -3.3339 6.4023 3.6507
O 10.6107 -3.5733 3.1094
O -3.9486 9.9006 4.5069
O 7.4191 6.8512 7.1963
O 11.2788 -1.1719 4.0242
O 10.5061 2.1411 10.228
O -1.0204 3.8664 11.9467
O 4.6689 5.059 6.8145
O 5.0291 2.6841 5.8157
O 1.4917 10.2303 6.3247
O -0.3092 -3.3857 6.5545
O 0.4793 0.3137 6.9944
O -3.9421 0.0637 11.5587
O 0.2195 6.1414 11.368
O 3.5773 9.9945 7.8399
O 9.0383 -0.3715 5.2768
O 6.508 -0.5532 6.2752
O 9.7139 6.9226 9.2532
O 10.9536 9.6305 9.0515
O 8.6157 9.1707 7.6661
O -1.9204 6.9953 5.8411
O 10.6702 7.6292 11.6991
O 10.5145 10.7355 6.7373
O -1.1389 4.9279 9.4413
O -3.7032 5.3281 8.6523
O -2.1118 -2.2244 8.1194
O -2.3704 -1.8791 10.7876
O 6.3185 0.5894 8.6686
O 9.0286 -3.9635 8.7384
O 2.5602 3.6008 6.0286
O 2.263 5.8344 7.3968
O 5.7206 7.0716 11.4002
O 1.111 10.6465 8.8663
O 1.739 2.0309 8.6284
O 4.7605 4.6079 11.4411
O 2.5286 -0.4132 8.5214
O 9.5277 5.3013 7.1301
O 6.6778 8.3473 9.2774
O 8.9722 -2.0159 10.4832
O 10.257 -1.6925 8.1635
O 8.5244 0.5501 10.7942
O 9.1458 8.7179 14.4396
O 7.5495 -1.7955 8.2884
O -2.3724 1.9959 10.7211
O -0.6733 1.1815 4.7723
O 10.8755 10.8323 11.2667
O -0.806 1.2849 12.7494
O 3.5976 9.9676 11.8004
O 1.4799 4.6946 14.1735
O 3.3145 2.5465 10.7701
O 3.9932 -0.9779 10.6687
O 7.043 -1.0647 3.7162
O 11.2944 0.0679 6.3934
O 5.537 3.1048 8.3635
O 2.9615 1.0656 6.432
O 4.1592 7.4928 8.3108
O 9.3113 5.3865 11.2971
O 7.9489 2.6162 9.3146
O -2.6517 6.3815 10.8808
O 1.173 1.1449 11.0756
O 9.5581 -4.2869 13.5369
O 8.1959 7.8685 11.291
O -0.47 10.223 4.603
O 5.9699 9.0259 6.9449
O -2.8098 -3.5089 5.861
O -3.5362 0.3198 8.9418
O 2.6272 -2.7971 9.3433
O 3.6144 8.1911 5.9161
O 11.1975 7.3492 7.0778
O 2.4208 6.5626 10.0621
O 1.6173 8.2301 8.1311
O 7.0683 4.9876 12.5623
O -2.6178 9.3984 6.737
O 11.001 9.546 1.952
O 4.8851 -1.5868 8.2256
O 6.1688 10.2147 3.6937
O -0.1199 -2.7127 9.7535
O -1.4306 -1.1482 5.8024
O -2.7062 8.9892 11.0332

Results
free energy: -194944.125 eV
free energy less fixed offsets of O -569.03, Si -635.61 eV per atom: 1.615 eV

Forces (eV/angstrom), in the order of the atoms: element, x, y, z
Si -0.0801 -0.1588 0.3317
Si 0.1151 -0.0155 0.3933
Si 0.053 0.0478 0.3297
Si 0.1587 0.0896 0.3728
Si -0.0026 0.0555 0.4149
Si -0.0429 -0.0233 0.3921
Si 0.1122 -0.0718 0.2357
Si -0.0404 0.0144 0.4671
Si 0.0321 0.0349 0.3011
Si 0.0655 -0.1205 0.3706
Si 0.0166 0.0411 0.3553
Si 0.0344 -0.0005 0.4523
Si -0.2789 0.0847 0.2456
Si -0.1245 0.0418 0.4351
Si -0.0629 -0.0816 0.3812
Si -0.0519 -0.0166 -0.0024
Si -0.0399 0.0067 -0.0161
Si -0.0026 0.0137 0.0429
Si -0.2098 -0.0065 0.2161
Si -0.0333 0.0118 -0.0691
Si 0.0233 -0.0036 0.027
Si -0.003 -0.0496 0.0208
Si 0.0212 -0.0173 0.02
Si 0.0124 -0.0132 0.0065
Si -0.0669 0.0287 -0.0336
Si 0.0085 -0.0223 -0.0051
Si 0.0303 0.0183 0.0401
Si 0.014 0.018 0.4077
Si 0.2583 0.0878 0.2569
Si -0.0182 -0.0465 0.058
Si 0.0377 -0.0188 0.0465
Si 0.0267 0.0084 0.0203
Si 0.0225 0.0083 -0.016
Si -0.0431 -0.0141 -0.0137
Si 0.0251 -0.0163 -0.0276
Si -0.058 0.0055 -0.0079
Si 0.0043 0.0023 -0.0243
Si -0.0063 0.0032 0.0194
Si 0.0348 0.0233 0.0204
Si -0.0055 -0.0061 0.0015
Si -0.0027 0.0067 -0.0018
Si 0.0275 0.0377 0.0068
Si -0.0133 0.0012 0.0497
Si 0.0089 -0.0233 0.0035
Si -0.0294 0.021 -0.054
Si 0.0173 0.0056 0.0091
Si -0.0239 -0.0069 0.0106
Si -0.0333 -0.0005 -0.0432
Si -0.0293 -0.0169 -0.0246
Si -0.0187 0.0175 -0.019
Si -0.0467 0.0131 0.0407
Si 0.0368 -0.0581 0.0744
Si 0.015 0.0166 -0.0206
Si -0.0273 0.0153 -0.0109
Si 0.0301 -0.0078 0.0159
Si 0.0174 -0.0064 -0.0105
Si -0.0051 0.0136 -0.0233
Si -0.0432 0.0149 0.009
Si 0.0232 0.029 -0.0108
Si -0.0234 -0.0256 0.008
Si -0.0151 0.0244 0.0181
Si 0.0435 0.0274 0.012
Si -0.0281 -0.0063 -0.0279
Si 0.014 0.0211 0.0049
Si 0.0032 -0.0026 0.0132
Si 0.0184 -0.0418 0.0153
Si -0.0013 0.0547 0.0134
Si 0.0145 -0.0146 -0.0278
Si 0.0234 0.0162 0.0469
Si 0.0264 -0.0075 0.0612
Si -0.0163 -0.0553 0.0776
Si -0.0201 0.0016 -0.0087
Si -0.0252 -0.0266 0.0475
Si -0.0055 -0.0022 0.0318
Si 0.0471 0.0597 0.0981
Si -0.0026 0.0508 0.0477
Si -0.0102 0.0464 0.0241
Si 0.0056 -0.045 0.0494
Si 0.0103 -0.054 0.0593
Si 0.0394 -0.0183 -0.0063
Si -0.0112 0.0131 -0.028
Si 0.043 0.0139 -0.0076
Si -0.0142 -0.0608 -0.0567
Si -0.0488 0.0138 0.0534
Si 0.0219 -0.0052 -0.0273
Si -0.0381 0.0462 -0.0109
Si -0.0056 -0.0043 -0.0376
Si 0.036 -0.015 -0.0214
Si -0.0234 -0.0308 -0.03
Si 0.0333 0.0364 0.0409
Si -0.0245 0.0471 -0.0256
Si -0.053 0.0241 0.0064
Si 0.0421 0.0175 -0.0305
Si 0.001 0.0164 -0.0045
Si -0.0063 -0.0908 -0.0204
Si 0.0328 0.0131 0.0156
Si 0.0829 0.0227 -0.3407
Si 0.042 0.0303 -0.3779
Si 0.0514 -0.0356 -0.413
Si 0.0599 -0.0265 -0.5026
Si -0.016 -0.0399 -0.124
Si -0.1279 0.0266 -0.3695
Si -0.0447 0.0282 -0.0837
Si 0.2367 0.0528 -0.372
Si 0.0892 0.0049 -0.373
Si 0.1609 0.0099 -0.407
Si -0.0055 -0.0643 -0.0365
Si -0.0088 0.0422 -0.1511
Si 0.0265 0.025 -0.1199
Si 0.0383 0.0176 -0.083
Si -0.02 0.0216 -0.4296
Si -0.1628 0.0261 -0.2307
Si -0.0096 -0.0017 -0.2229
Si -0.1087 0.0973 -0.0689
Si 0.0199 -0.0388 -0.1072
Si -0.0209 0.0191 -0.1668
Si -0.0893 0.0125 -0.2846
Si -0.0412 -0.035 -0.1795
Si 0.1578 -0.1547 -0.4046
Si -0.1343 0.0084 -0.1082
Si 0.1121 -0.0694 -0.2044
Si -0.0078 -0.0633 -0.2313
Si -0.0833 -0.02 -0.4146
Si -0.1453 -0.0305 -0.3466
Si -0.0136 -0.0202 -0.3082
Si -0.1266 -0.0141 -0.3168
Si -0.0118 0.0805 -0.1726
Si 0.0381 -0.0502 -0.1901
Si -0.0004 -0.0915 0.0559
Si -0.0378 -0.1026 0.0025
Si -0.0652 -0.0629 -0.0591
Si 0.0536 0.0639 -0.0595
Si -0.0849 0.0643 -0.0909
Si 0.0632 -0.199 -0.0059
Si 0.1126 -0.0579 -0.2905
Si -0.0199 -0.0312 -0.049
Si 0.0003 0.0581 0.006
Si 0.0814 -0.1453 -0.1239
Si 0.0405 0.0297 0.2203
Si 0.0274 -0.0153 -0.1256
Si 0.0288 0.0011 0.0147
Si 0.0968 -0.0362 -0.0989
Si -0.0567 -0.0494 0.1062
Si -0.0806 -0.0032 0.1257
Si 0.0086 -0.0371 0.1315
Si 0.0107 -0.0253 0.1429
Si -0.1058 0.1047 0.0594
Si 0.0365 0.0492 0.0072
Si -0.0299 -0.0468 0.118
Si 0.0269 0.0018 0.0432
Si 0.0794 0.0323 -0.0151
Si 0.0569 0.0312 0.1253
Si -0.0071 0.1124 0.1329
Si -0.1218 -0.0176 -0.0493
Si 0.0752 -0.0409 -0.034
Si 0.0046 0.0044 0.008
Si 0.0317 0.0569 0.1514
Si 0.0278 0.0918 -0.0338
Si -0.1305 0.0156 -0.0392
Si -0.0762 0.0314 -0.1412
Si -0.0254 0.0878 0.2165
Si -0.0072 0.0334 0.1152
Si -0.0194 0.1496 0.0123
Si -0.0433 0.0512 -0.0634
Si 0.0887 -0.0844 0.1268
Si 0.1732 -0.0366 0.2324
Si 0.1083 -0.0851 -0.0256
Si -0.0095 0.0469 -0.0566
Si 0.1333 0.0171 0.1623
Si 0.0373 0.0317 0.1336
Si 0.0073 -0.0673 -0.0402
Si 0.0879 -0.0224 -0.1186
Si -0.0534 0.0286 0.1576
Si 0.0354 -0.0647 0.0827
Si 0.0829 0.0766 0.0536
Si 0.0162 -0.0662 0.0643
O -0.0097 0.1011 -0.0428
O 0.0244 -0.1235 -0.0034
O 0.0021 -0.1092 0.1559
O 0.107 0.053 0.2058
O 0.1604 0.0691 0.1242
O 0.0544 -0.1184 0.0706
O 0.0796 0.0084 0.2401
O -0.0626 0.0584 -0.1022
O 0.0774 -0.0898 0.1769
O 0.0365 0.0552 0.0976
O -0.167 0.0901 0.0894
O -0.1907 -0.0133 0.167
O -0.0273 -0.0052 0.2279
O -0.0937 0.0827 0.2165
O -0.0007 -0.1941 0.2066
O 0.1132 0.1403 -0.1322
O -0.0092 -0.0893 -0.0361
O 0.0949 -0.0429 -0.057
O -0.0176 -0.015 0.132
O -0.0815 0.0271 0.1519
O 0.1572 0.1466 -0.1805
O -0.1486 -0.1142 -0.1108
O -0.0445 0.0152 -0.124
O 0.0431 0.1571 -0.1594
O -0.212 0.1156 -0.0608
O 0.0379 -0.1442 -0.2494
O -0.045 -0.1437 -0.1348
O 0.0165 0.0473 -0.1702
O -0.0043 -0.0347 -0.245
O 0.1517 -0.0681 -0.0764
O 0.0739 -0.1018 -0.0622
O 0.1428 0.0759 -0.182
O -0.0917 0.1171 0.0674
O -0.0627 -0.1129 -0.1884
O -0.025 0.0189 -0.1259
O 0.0833 -0.0883 0.0635
O 0.125 -0.1064 0.0245
O -0.0774 -0.1296 -0.0858
O 0.0511 0.1933 -0.1453
O -0.0351 -0.0035 -0.1484
O -0.017 0.0283 -0.1084
O 0.1203 0.0256 -0.0851
O 0.0661 0.0569 -0.1276
O 0.0201 -0.1546 -0.1464
O 0.0923 0.0766 -0.0962
O 0.0691 -0.0344 -0.2483
O 0.1117 -0.0557 -0.1457
O 0.0246 -0.0522 -0.1606
O 0.0691 0.0751 0.2751
O 0.117 0.0892 0.0539
O 0.2076 0.1439 0.0336
O 0.1212 -0.1066 0.042
O -0.159 0.0677 0.0888
O 0.0819 -0.0347 0.1693
O -0.1541 -0.0363 0.0229
O 0.0782 0.0697 -0.1268
O -0.1022 0.1377 0.178
O 0.0689 0.0908 0.2203
O -0.0064 0.1107 0.2245
O 0.0091 0.013 0.0962
O 0.183 0.1244 0.0235
O -0.0503 0.0479 -0.076
O 0.0206 -0.0304 0.1579
O -0.1285 0.0821 -0.1572
O -0.0649 0.0537 0.2024
O -0.1405 0.0602 -0.1315
O -0.1634 0.0151 0.202
O -0.0897 0.1643 0.1907
O 0.0195 0.0029 0.0982
O 0.1133 -0.1439 0.0511
O -0.0782 0.013 0.0276
O 0.1906 0 0.1801
O 0.0141 0.3094 0.0986
O -0.0092 0.138 0.0435
O 0.0975 0.1659 0.1187
O 0.1648 -0.1019 -0.066
O 0.0657 -0.0525 -0.0231
O 0.0744 0.0087 0.1314
O -0.0947 0.0188 0.1525
O -0.1124 0.0516 0.0835
O -0.1264 0.0538 0.0268
O 0.1732 0.2363 0.0985
O 0.0014 -0.0666 0.1301
O -0.125 -0.0461 -0.0033
O -0.0823 0.0418 -0.0657
O -0.0297 -0.1061 -0.0268
O 0.0184 0.0216 -0.0746
O 0.1332 -0.1029 0.1332
O -0.1106 0.1175 0.0808
O -0.1393 0.1119 -0.0467
O 0.0219 -0.1078 -0.2327
O -0.0347 -0.303 -0.0027
O -0.0873 0.1182 0.0234
O 0.1302 0.0153 -0.1132
O -0.0327 -0.0172 -0.0092
O -0.127 -0.0281 0.0715
O -0.2792 0.0185 0.0447
O -0.1927 -0.0666 0.0421
O -0.1315 0.0532 -0.128
O -0.1376 -0.068 0.0137
O -0.0548 0.1148 -0.0744
O -0.1141 0.1069 -0.1957
O -0.0457 -0.0522 0.0265
O 0.0671 -0.2051 -0.0565
O -0.0866 0.0087 -0.0442
O 0.0849 -0.1779 0.0507
O 0.0903 -0.1664 -0.0601
O -0.0455 0.0874 0.1023
O -0.0046 0.0065 -0.1603
O -0.079 -0.1052 -0.0602
O 0.0519 0.0698 -0.2181
O -0.0323 0.0239 0.1687
O -0.1923 -0.032 -0.1374
O -0.1283 -0.1295 0.0461
O 0.0323 -0.1187 -0.125
O -0.0238 0.0428 -0.1345
O 0.0278 -0.0014 -0.0734
O -0.1073 0.1311 0.0632
O -0.1858 0.0095 0.134
O 0.1994 0.047 0.0344
O -0.0748 0.0728 0.0912
O 0.0666 -0.1526 -0.0183
O 0.1699 -0.1239 0.1652
O 0.066 -0.1803 -0.2006
O 0.0653 0.2525 -0.0437
O 0.0486 -0.1175 0.0716
O 0.0072 -0.171 -0.1511
O -0.1356 0.1076 -0.1939
O 0.0325 0.1502 0.0846
O -0.1932 0.0192 0.0499
O 0.0938 0.1296 -0.1283
O -0.0721 0.0611 -0.0895
O 0.2266 -0.0403 -0.1101
O 0.0679 -0.0437 -0.0603
O 0.0028 -0.1237 0.0472
O -0.1691 0.0497 -0.1249
O 0.1178 -0.1306 -0.0177
O -0.2617 -0.0533 0.0142
O -0.0495 -0.1166 -0.0363
O 0.1444 0.0659 0.0785
O -0.108 -0.1409 0.1459
O 0.0022 -0.1406 -0.1271
O 0.0142 -0.1109 0.2807
O 0.0409 0.1301 0.0449
O -0.1781 0.0436 -0.0334
O 0.2051 0.0685 -0.0412

The program warned: the cutoff lies below the one the program advises for these potential files.
